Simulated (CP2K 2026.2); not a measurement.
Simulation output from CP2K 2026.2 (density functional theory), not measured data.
Periodic cell of 1182 atoms, Si850O332, from a study of silicon, its oxide and their interface. The atomic structure is a simulated model.
Doubt: the forces sum to 2.15 eV/angstrom along one axis rather than to zero, so they err by at least 0.0018 eV/angstrom per atom on average; the grid cutoff is modest.

Settings
functional: PBE
method: Gaussian and plane waves
basis set: DZVP-MOLOPT-SR-GTH
pseudopotentials: GTH-PBE
grid cutoff: 350 Ry, relative cutoff 50 Ry
k points: Gamma only
occupations: fixed
spin: none
net charge: 0

Cell vectors (angstrom)
a	16.4025	0	0
b	0	32.805	0
c	0	0	40.2781

Atoms and the computed forces on them: element, x, y, z (angstrom), force x, y, z (eV/angstrom)
Si	16.1923	0.1521	0.1037	0.3688	0.0216	0.2479
Si	2.5783	2.8645	0.4974	-0.2394	0.0218	-0.2091
Si	0.4468	5.1441	0.0907	0.2044	-0.444	0.0517
Si	3.1995	7.7563	0.1941	-0.0991	0.1504	-0.1703
Si	16.236	10.8735	40.1366	0.1358	-0.0189	0.2186
Si	3.008	13.3618	0.2139	0.0661	-0.0602	-0.2423
Si	16.2815	16.6525	0.0412	-0.1264	-0.0072	0.0872
Si	2.0942	19.6002	0.0002	0.0264	0.1648	-0.1361
Si	0.0103	21.8969	0.4875	-0.0442	0.0647	-0.3708
Si	2.1387	25.2856	0.11	-0.2981	-0.1397	0.0714
Si	0.0221	27.3097	0.6901	-0.2394	-0.0449	-0.5276
Si	3.0025	29.8421	0.0041	-0.0714	0.0724	0.0071
Si	4.8389	0.6731	0.1778	-0.0824	0.1152	-0.1967
Si	8.6552	2.9345	39.8412	-0.1523	0.2955	0.6828
Si	5.1829	5.3546	0.3095	-0.0568	0.1351	-0.0309
Si	8.5645	7.7605	40.2635	-0.0182	0.1113	-0.247
Si	5.115	11.0153	0.0743	0.1377	-0.1023	-0.2597
Si	8.8456	12.8245	40.2106	-0.176	0.0907	0.0812
Si	5.4855	16.6828	40.1432	0.1829	-0.169	-0.1867
Si	8.6198	19.0268	0.3503	0.0351	0.206	-0.1168
Si	5.3944	22.3553	39.886	-0.0249	-0.2487	0.1438
Si	8.6554	24.344	39.9081	0.1219	-0.0635	-0.1222
Si	5.0357	27.4352	40.2288	-0.1086	-0.0625	0.2265
Si	8.596	29.8944	40.0654	-0.2291	-0.0655	0.1117
Si	11.1054	32.4034	40.1309	0.1163	0.1332	0.2173
Si	13.8621	2.3275	0.1113	0.1858	0.1698	0.1665
Si	10.8183	5.6105	0.1064	0.1526	0.0356	0.2633
Si	13.3235	8.3978	0.1215	-0.2342	0.2193	0.1282
Si	11.0946	10.5979	0.4055	0.2129	-0.1329	-0.4089
Si	13.9475	13.0825	40.2617	-0.0881	0.128	0.0554
Si	10.7217	16.5616	0.1058	0.0761	-0.0865	-0.3411
Si	14.154	18.9185	0.0805	-0.0852	-0.077	0.024
Si	10.884	22.0996	0.0384	0.0811	-0.1053	0.0139
Si	14.2885	24.1034	0.0946	0.0168	-0.0119	-0.2808
Si	10.8362	27.6688	40.0882	0.1489	-0.1366	0.0644
Si	14.3798	29.5343	0.2062	0.0155	-0.2878	0.0349
Si	1.2751	1.2844	1.5949	-0.1343	0.0635	-0.3178
Si	4.0249	4.0793	1.8368	0.0244	0.0951	-0.2815
Si	1.4768	6.716	1.4837	0.19	0.0531	-0.2156
Si	4.148	9.4522	1.5543	-0.0344	-0.0853	-0.1916
Si	1.3892	12.087	1.3577	-0.069	0.0334	-0.2887
Si	4.1407	15.1648	1.2826	0.1238	-0.0846	-0.0587
Si	1.3236	17.8711	1.4594	-0.0521	-0.0393	-0.2008
Si	4.0958	20.6443	1.001	-0.1463	0.0554	-0.2259
Si	1.4185	23.412	1.5146	0.0276	0.1873	-0.3661
Si	3.9511	26.0644	1.5207	-0.0553	0.157	-0.2263
Si	1.5067	28.805	1.6138	0.1561	0.0858	-0.2139
Si	4.0699	31.5159	1.3619	-0.0726	0.0911	-0.112
Si	6.9312	1.5405	1.1514	-0.2203	-0.1118	-0.3777
Si	9.5552	4.1338	1.4344	0.255	-0.2098	-0.4575
Si	6.8959	6.6716	1.35	-0.0435	-0.0292	-0.2371
Si	9.547	9.3188	1.5252	-0.0316	-0.2306	-0.1215
Si	6.9456	12.0832	1.2262	0.0169	0.0177	-0.1197
Si	9.6673	14.7757	1.2576	-0.0833	-0.0807	-0.1126
Si	6.9839	17.7018	1.3753	-0.2242	0.0739	-0.1552
Si	9.7718	20.6147	1.5379	0.0449	0.0485	-0.2396
Si	7.0116	23.2822	1.0955	0.041	-0.0492	-0.0688
Si	9.6705	25.9874	1.0848	0.0396	0.0843	-0.1117
Si	6.8558	28.6778	1.0409	0.0004	0.0186	-0.2737
Si	9.6756	31.2793	1.3671	-0.052	0.1682	-0.1724
Si	12.278	1.1575	1.3691	-0.0339	-0.21	-0.1628
Si	15.0434	4.043	1.3193	0.1855	-0.0907	-0.2452
Si	12.3088	6.7999	1.4967	-0.1689	-0.0241	-0.3057
Si	15.0475	9.4701	1.366	-0.0522	0.0219	-0.2346
Si	12.4472	12.1067	1.5475	0.1254	0.1148	-0.2062
Si	15.0657	14.9073	1.2072	0.0831	-0.0619	-0.1946
Si	12.4634	17.6933	1.2962	0.113	0.0548	-0.2493
Si	15.0631	20.4389	1.6609	-0.0679	-0.1523	-0.2303
Si	12.458	23.2347	1.3719	-0.0207	0.0032	-0.1679
Si	15.038	25.7755	1.6703	0.0493	-0.0968	-0.2191
Si	12.4188	28.646	1.302	0.0843	0.1307	-0.2459
Si	15.1307	31.3675	1.5274	-0.1053	-0.0038	-0.2567
Si	16.3186	2.7062	2.8676	-0.1612	-0.046	-0.0025
Si	2.7155	32.7325	2.8647	-0.1208	-0.0466	0.0662
Si	0.0162	8.0997	2.7336	0.015	0.0156	-0.0341
Si	2.7046	5.4885	3.0542	-0.0003	0.104	0.2173
Si	0.0579	13.5981	2.6603	-0.0185	-0.0508	-0.0116
Si	2.7045	10.7926	2.8142	-0.0504	-0.0353	0.1923
Si	0.0427	19.1153	2.9452	0.007	-0.0474	0.2922
Si	2.767	16.4406	2.6963	-0.0835	0.0446	0.1232
Si	0.0613	24.5775	3.011	0.0303	-0.0924	0.2454
Si	2.8734	21.9458	2.6635	0.1028	-0.0275	0.0035
Si	0.1015	30.1133	2.932	0.0798	0.1595	0.2009
Si	2.7818	27.4227	2.9811	0.105	0.0361	0.1771
Si	5.5775	2.6857	2.835	0.3411	-0.0214	0.1031
Si	8.2244	32.8032	2.5747	-0.0199	0.1112	-0.1515
Si	5.5951	8.1053	2.8072	0.0378	-0.0034	0.0085
Si	8.1844	5.3971	2.8505	0.0476	0.0581	0.0202
Si	5.5731	13.6578	2.5898	0.0646	-0.0209	-0.1026
Si	8.1909	10.7813	2.7728	-0.0637	0.0899	0.0691
Si	5.4738	19.1809	2.5185	-0.1469	0.1055	-0.0604
Si	8.2695	16.2192	2.6703	0.2184	-0.1248	0.1738
Si	5.5476	24.6162	2.5765	-0.1046	-0.0981	-0.018
Si	8.2439	21.9426	2.6886	-0.0657	0.1426	0.0463
Si	5.5779	30.1135	2.5881	-0.0746	-0.0949	-0.0793
Si	8.2061	27.2989	2.5147	0.0964	0.0607	-0.1011
Si	10.9359	2.653	2.6952	0.1095	-0.0009	-0.0881
Si	13.627	32.6647	2.835	-0.0475	-0.0249	-0.0661
Si	10.9367	8.0652	2.9152	-0.0554	-0.1373	0.1632
Si	13.7191	5.4042	2.745	0.0352	-0.0357	-0.0051
Si	11.0368	13.5759	2.7451	0.0813	0.0548	0.2173
Si	13.7955	10.7989	2.8832	0.092	-0.0217	0.173
Si	11.1227	19.0985	2.7312	-0.0823	-0.0838	0.1871
Si	13.7373	16.2698	2.698	0.064	0.0328	-0.1103
Si	11.0178	24.6735	2.6365	-0.0194	-0.0326	-0.151
Si	13.6402	21.837	2.8652	-0.0423	-0.0663	0.1205
Si	11.0434	29.9838	2.7471	0.1001	-0.1308	0.0813
Si	13.6217	27.2483	2.8049	-0.1194	0.005	0.1571
Si	1.3143	4.0392	4.273	-0.0599	0.0109	-0.0795
Si	4.1401	1.3169	4.1532	0.1438	-0.1789	-0.0288
Si	1.339	9.4598	4.178	0.0703	0.0936	-0.0017
Si	4.1812	6.8365	4.2593	-0.0908	-0.0264	-0.0612
Si	1.4121	15.0078	4.0409	-0.042	-0.0063	0.022
Si	4.1527	12.2724	4.0203	-0.0435	0.0043	-0.0998
Si	1.4743	20.5721	4.1204	0.0595	-0.0597	-0.0962
Si	4.1543	17.8301	4.01	0.0018	-0.0125	0.0262
Si	1.413	26.0105	4.2866	-0.0336	-0.0017	-0.0185
Si	4.2302	23.277	4.0653	-0.0027	-0.1454	-0.1149
Si	1.4043	31.4505	4.3223	0.0026	-0.0243	-0.045
Si	4.2515	28.8094	4.1434	-0.112	-0.077	-0.049
Si	6.8586	4.0535	4.2481	-0.0963	-0.0572	-0.0482
Si	9.5629	1.3041	4.0693	0.0085	0.0401	-0.0651
Si	6.8658	9.4901	4.2153	0.0925	-0.0645	-0.0144
Si	9.5548	6.7248	4.2512	0.1233	0.055	-0.0725
Si	6.8799	14.9549	4.0886	-0.026	-0.0067	-0.0461
Si	9.6064	12.2085	4.0802	-0.0393	0.0321	-0.0571
Si	6.8367	20.5175	3.9822	0.0603	-0.0131	0.0025
Si	9.6374	17.6995	4.0113	0.071	-0.0204	-0.0904
Si	6.8719	25.9877	3.9985	0.0316	-0.0142	-0.0747
Si	9.6242	23.3037	4.0417	-0.0539	-0.0011	-0.0651
Si	6.8934	31.4589	4.0215	0.0203	-0.1189	0.0586
Si	9.566	28.6291	4.0119	0.0492	-0.0167	-0.0829
Si	12.3148	4.0222	4.0925	0.0065	-0.0078	-0.0224
Si	14.9668	1.2937	4.2025	0.068	0.1692	-0.1034
Si	12.3336	9.4814	4.2108	0.0614	-0.0388	-0.065
Si	15.0585	6.7621	4.1435	-0.0112	-0.0197	0.0131
Si	12.3538	14.981	4.1223	-0.0535	-0.0298	-0.0035
Si	15.1259	12.2778	4.1513	-0.0385	-0.0575	-0.0778
Si	12.3283	20.4561	4.2236	0.058	-0.0099	-0.0699
Si	15.0482	17.6641	4.1526	0.0683	0.0327	-0.0169
Si	12.2631	25.9484	4.1852	0.0317	0.1038	-0.0177
Si	15.0436	23.1779	4.2396	0.0869	0.0166	-0.0089
Si	12.294	31.3373	4.2147	0.0169	0.0605	-0.0303
Si	15.0505	28.6569	4.1506	-0.0175	0.028	-0.2066
Si	16.3631	32.804	16.4886	-0.013	0.0041	0.0038
Si	2.6891	2.7275	16.4771	-0.007	0.0139	0.0008
Si	16.3538	5.4582	16.4505	0.0029	0.0066	0.0008
Si	2.7078	8.1982	16.4286	0.0075	0.0037	-0.0167
Si	16.3837	10.9389	16.4166	0.0128	0.0044	-0.0096
Si	2.7493	13.6875	16.3975	-0.0076	-0.0196	-0.0128
Si	16.4015	16.4214	16.3834	0.0012	0.0114	-0.0114
Si	2.751	19.1661	16.3864	-0.012	0.0086	-0.0057
Si	0.0184	21.8976	16.3903	-0.0266	-0.0127	-0.0057
Si	2.75	24.6314	16.4286	-0.049	-0.0159	0.0012
Si	16.3899	27.3496	16.4651	-0.0034	0.0163	0.0114
Si	2.7052	30.0771	16.4878	0.0038	0.0093	0.0071
Si	5.4233	0.0016	16.4934	-0.0141	0.0142	0.0117
Si	8.1427	2.7219	16.4927	-0.0033	0.0235	-0.001
Si	5.4216	5.4618	16.4713	-0.0053	0.0162	0.0012
Si	8.1531	8.1903	16.4415	0.0069	0.0201	-0.0032
Si	5.4551	10.9327	16.4037	0.0027	0.0163	-0.0051
Si	8.2081	13.6816	16.3824	0.0004	-0.0094	-0.0139
Si	5.4964	16.4324	16.3967	-0.016	-0.0089	-0.0077
Si	8.2314	19.1668	16.4228	-0.0019	-0.0084	0.0028
Si	5.4913	21.901	16.4188	-0.0099	-0.01	0.0004
Si	8.2132	24.6364	16.4413	-0.0262	-0.0013	-0.0023
Si	5.468	27.3633	16.4678	-0.0289	-0.0287	0.0043
Si	8.1708	30.0765	16.4796	-0.0176	0.0159	0.0039
Si	10.8788	32.7969	16.4933	-0.0095	0.0312	0.0041
Si	13.6004	2.711	16.4782	0.0294	0.028	-0.0089
Si	10.8672	5.444	16.4695	0.0187	0.0218	0.0029
Si	13.6207	8.1908	16.4299	0.0118	0.0133	-0.0122
Si	10.9029	10.9392	16.4179	0.004	0.0071	0.0051
Si	13.653	13.6839	16.3985	-0.0155	0.013	-0.0128
Si	10.9364	16.4196	16.3889	0.0082	0.002	-0.0045
Si	13.6815	19.1638	16.3813	-0.0123	-0.0114	-0.0013
Si	10.9568	21.9016	16.4281	-0.009	-0.0032	0.0064
Si	13.6714	24.6207	16.4368	0.0053	0.0217	0.0086
Si	10.9262	27.3529	16.4548	-0.0153	0.0057	0.001
Si	13.6427	30.0744	16.4753	-0.0199	0.0086	0.0014
Si	1.3156	1.377	17.8581	0.0178	0.0064	-0.0029
Si	4.0437	4.1016	17.8444	-0.0066	-0.0035	-0.0106
Si	1.3241	6.8411	17.792	-0.0074	0.0005	0.0168
Si	4.0884	9.5657	17.7769	-0.0235	0.0086	0.0061
Si	1.3743	12.3159	17.7501	-0.0261	0.0243	0.0048
Si	4.1261	15.0648	17.7499	0.0151	0.0141	0.0136
Si	1.3685	17.8019	17.7292	-0.0125	-0.03	-0.0032
Si	4.1149	20.5309	17.7614	-0.0184	-0.0226	0.0058
Si	1.3736	23.2623	17.7683	0.0702	0.0297	-0.0124
Si	4.0999	25.9967	17.8197	0.039	0.0489	-0.0158
Si	1.3282	28.7224	17.8584	-0.0175	-0.0346	-0.0129
Si	4.0517	31.4527	17.8704	-0.0113	-0.013	-0.0103
Si	6.7673	1.374	17.8784	0.0069	-0.0126	0.0003
Si	9.489	4.0961	17.8673	0.0013	-0.0182	0.0055
Si	6.7773	6.844	17.8351	-0.0047	-0.0368	0.0064
Si	9.5166	9.5775	17.7829	0.0035	-0.011	0.0115
Si	6.838	12.3127	17.733	-0.0029	0.0144	-0.0105
Si	9.5686	15.0483	17.7508	-0.0255	-0.0101	0.0028
Si	6.8638	17.7916	17.7776	-0.0191	-0.0014	0.0162
Si	9.595	20.5422	17.7983	-0.0018	0.0028	0.0004
Si	6.8451	23.2763	17.7989	0.0177	0.0086	-0.0135
Si	9.555	26.0109	17.83	0.0327	-0.01	-0.0059
Si	6.812	28.7289	17.8656	0.0332	0.0276	0.0003
Si	9.5017	31.4462	17.8699	0.0083	-0.0323	-0.0014
Si	12.2168	1.3694	17.8712	-0.0079	-0.0329	0.0037
Si	14.9616	4.1021	17.8132	-0.0222	-0.031	-0.012
Si	12.2381	6.8323	17.8006	-0.0111	-0.0072	-0.0033
Si	14.9862	9.5773	17.7703	-0.0145	-0.0421	0.0121
Si	12.268	12.3283	17.7636	0.0496	0.0091	0.0116
Si	15.0232	15.0629	17.748	0.0144	-0.0096	0.0076
Si	12.2994	17.8073	17.7339	0.0322	-0.0014	-0.014
Si	15.0455	20.5388	17.7412	0.0479	0.0441	-0.0084
Si	12.3096	23.2691	17.8172	-0.0119	-0.0215	0.0128
Si	15.0171	25.9866	17.8266	-0.0303	-0.0542	-0.0069
Si	12.2673	28.7201	17.8419	0.0264	-0.0065	-0.013
Si	14.9836	31.4482	17.8584	0.0212	0.0008	-0.0136
Si	16.3229	2.757	19.19	-0.0404	0.0247	-0.0252
Si	2.6674	0.0073	19.2455	0.0075	0.0057	0.0375
Si	16.3339	8.1993	19.1342	0.0031	0.0659	0.006
Si	2.6768	5.493	19.1856	0.0073	-0.0451	-0.0039
Si	0.0069	13.6966	19.0912	0.0133	-0.0434	-0.0293
Si	2.7337	10.9463	19.1195	0.0031	-0.011	0.0074
Si	0.0069	19.1734	19.0892	-0.0021	-0.0221	-0.0127
Si	2.7485	16.4503	19.0815	-0.0175	0.0467	-0.0034
Si	0.0013	24.6013	19.1543	0.0052	0.0431	0.0095
Si	2.7538	21.9078	19.1211	-0.0929	0.0163	-0.0141
Si	16.3554	30.0969	19.2372	-0.018	0.027	0.0642
Si	2.7183	27.3474	19.1928	0.0162	-0.0319	0.0041
Si	5.3745	2.7317	19.2454	0.0092	0.0517	0.0069
Si	8.1258	0.0049	19.2548	-0.0177	0.025	-0.0114
Si	5.4212	8.2277	19.2038	-0.0249	-0.0123	0.0411
Si	8.1006	5.4623	19.2271	-0.0086	0.0552	0.0007
Si	5.5155	13.6986	19.0944	0.0022	-0.0705	-0.0415
Si	8.1511	10.9525	19.1417	-0.0342	0.0631	-0.0035
Si	5.4909	19.1736	19.1237	0.0012	0.0262	0.0029
Si	8.2394	16.4192	19.1375	0.0133	-0.0271	0.0159
Si	5.4865	24.6438	19.1792	-0.018	-0.0481	0.025
Si	8.2356	21.9333	19.1564	-0.0136	-0.0187	0.0163
Si	5.4381	30.1034	19.2355	-0.0186	0.0001	-0.0135
Si	8.1896	27.3641	19.2311	-0.0204	-0.0341	0.0152
Si	10.8327	2.7249	19.2602	0.0007	0.0564	0.0279
Si	13.5767	32.789	19.222	0.0281	0.0023	0.0066
Si	10.8615	8.2028	19.1491	0.0387	-0.0227	-0.0214
Si	13.5719	5.4506	19.1748	0.0522	0.007	-0.002
Si	10.8949	13.679	19.1417	0.0357	0.0114	0.0213
Si	13.6199	10.9564	19.1247	-0.0206	0.0433	-0.0228
Si	10.9822	19.172	19.1444	0.0026	-0.0459	0.0251
Si	13.6408	16.4385	19.0954	-0.0242	0.0169	-0.0079
Si	10.9474	24.6646	19.1821	-0.0522	0.012	-0.0077
Si	13.7037	21.8862	19.1485	0.0257	-0.0493	0.0082
Si	10.8668	30.0598	19.2147	0.0009	0.0491	-0.0302
Si	13.6534	27.3678	19.201	-0.0438	0.0275	0.0077
Si	1.2621	4.164	20.5365	0.03	0.0271	0.04
Si	4.0136	1.3691	20.6406	-0.0157	-0.0303	0.0747
Si	1.31	9.5944	20.4536	-0.0092	-0.0837	0.0057
Si	4.0275	6.864	20.5705	-0.0044	0.0683	0.0245
Si	1.3855	15.0798	20.424	-0.0631	-0.0428	0.0057
Si	4.1575	12.3203	20.4271	0.0269	0.0913	0.002
Si	1.3818	20.5281	20.4507	0.1439	0.0494	-0.0077
Si	4.1103	17.8037	20.4662	-0.0677	-0.0962	0.0366
Si	1.3562	25.9554	20.5335	-0.0188	-0.0381	-0.0226
Si	4.109	23.2664	20.5081	0.0324	0.0375	0.016
Si	1.2894	31.4733	20.6413	0.011	-0.0057	0.0012
Si	4.0585	28.7328	20.5668	0.0247	-0.0149	0.0207
Si	6.7039	4.1192	20.6245	-0.0045	-0.0564	0.045
Si	9.4568	1.3621	20.659	-0.0109	-0.0321	0.045
Si	6.785	9.6321	20.5569	0.0565	-0.0048	0.0356
Si	9.4855	6.8592	20.5396	-0.0481	-0.0343	0.0385
Si	6.8858	15.0296	20.4948	-0.0202	0.0596	0.0618
Si	9.5134	12.3058	20.5131	-0.0496	-0.0271	0.0348
Si	6.8537	20.5584	20.4817	-0.0023	-0.0074	0.0235
Si	9.6218	17.7904	20.4944	0.0287	0.0306	0.0175
Si	6.8283	25.9966	20.598	0.0002	0.0909	0.0105
Si	9.5874	23.3134	20.5471	-0.0034	0.0177	0.0434
Si	6.7574	31.4759	20.6556	0.0257	-0.0412	0.0837
Si	9.5304	28.7228	20.6379	0.0157	0.0623	0.0721
Si	12.1933	4.1313	20.5991	0.0354	-0.0383	0.0111
Si	14.9298	1.3975	20.5389	0.0011	0.0268	0.0023
Si	12.206	9.6133	20.4762	0.0504	0.0126	0.0133
Si	14.9432	6.8349	20.4964	-0.0891	-0.0946	0.019
Si	12.2604	15.0879	20.4658	0.0424	-0.0306	0.0247
Si	15.0347	12.3261	20.4409	0.0058	0.0724	-0.0469
Si	12.3693	20.5143	20.5316	-0.0271	0.0781	0.0325
Si	15.0082	17.8266	20.4259	0.0574	0.0166	0.0378
Si	12.2863	26.031	20.5828	0.0626	-0.0197	0.0716
Si	15.0695	23.2278	20.5393	0.0017	-0.0047	0.0528
Si	12.2023	31.4111	20.5957	-0.0891	-0.0149	-0.0114
Si	14.9857	28.7302	20.6059	-0.0169	-0.0363	0.0594
Si	16.2371	0.058	21.9512	-0.0143	-0.0203	0.0797
Si	2.5623	2.7685	21.9095	0.0201	0.0411	0.026
Si	16.295	5.5228	21.921	0.0172	-0.0429	0.1566
Si	2.6061	8.2428	21.8775	0.0156	0.0346	0.0458
Si	16.3888	10.9757	21.8175	-0.0111	-0.0093	0.079
Si	2.8114	13.717	21.717	0.0956	-0.0888	-0.0343
Si	16.3873	16.463	21.7216	-0.0313	-0.0046	0.0284
Si	2.7794	19.2235	21.8215	-0.2502	0.1664	-0.0601
Si	0.0115	21.7882	21.8932	0.0542	0.033	0.0453
Si	2.6854	24.5451	21.8951	0.0355	0.0873	0.1715
Si	0.0449	27.3692	21.8964	-0.074	-0.0553	0.0318
Si	2.7217	30.0994	21.9671	-0.0707	0.01	-0.0008
Si	5.3797	0.0217	22.0803	-0.0773	0.0858	-0.0352
Si	8.0254	2.7222	22.0174	-0.0282	0.1282	-0.0497
Si	5.3437	5.5145	22.0078	0.0366	-0.0642	0.1065
Si	8.1618	8.2664	21.9116	-0.092	-0.0425	0.0047
Si	5.4506	11.0368	21.9339	-0.0552	0.0457	0.0692
Si	8.2252	13.6823	21.9434	0.0129	-0.0771	0.0096
Si	5.4801	16.4037	21.7875	0.0762	0.0376	0.0018
Si	8.2596	19.2	21.7924	-0.0248	0.0149	0.0759
Si	5.5099	21.939	21.8664	-0.0422	-0.039	-0.025
Si	8.2357	24.6704	21.9814	0.0364	-0.0983	-0.0238
Si	5.3935	27.3492	21.9343	0.0505	-0.0094	0.1743
Si	8.1268	30.0837	22.0087	-0.024	0.0234	0.1313
Si	10.8323	32.7492	21.9946	0.0318	-0.069	0.133
Si	13.567	2.7351	21.9331	-0.074	0.0029	0.1022
Si	10.7972	5.5063	21.9558	-0.0743	0.0871	0.0184
Si	13.5652	8.2378	21.791	0.0709	0.0329	-0.0175
Si	10.8109	10.9052	21.8944	0.0406	0.0414	0.0404
Si	13.658	13.7073	21.7457	-0.0233	0.0895	0.0706
Si	10.9559	16.4383	21.9265	-0.0399	0.0099	0.0498
Si	13.7135	19.1218	21.9346	0.0386	-0.1006	0.0412
Si	11.0498	21.9782	21.835	0.0311	-0.1423	0.0879
Si	13.7418	24.6728	21.8649	-0.17	0.0298	0.0571
Si	10.9236	27.3786	22.0308	-0.0213	-0.0267	-0.0342
Si	13.5195	30.0314	21.9895	0.1028	0.0396	-0.033
Si	1.1407	1.4907	23.3185	-0.1372	0.1572	0.0165
Si	3.829	4.1555	23.3197	-0.0153	0.0595	-0.0023
Si	1.1875	6.9723	23.3232	-0.2019	0.0042	0.0033
Si	3.9438	9.6843	23.1813	-0.0811	0.039	-0.2141
Si	1.4808	12.3643	23.0561	0.1511	0.0367	-0.1476
Si	4.1457	15.0149	23.1603	0.0389	-0.2193	0.069
Si	1.3041	17.873	23.0568	-0.022	0.1094	-0.2014
Si	4.1668	20.569	23.2281	-0.0288	0.0652	-0.0043
Si	1.4128	23.0603	23.2876	0.1708	-0.0645	-0.0303
Si	3.9708	25.9842	23.2692	-0.1881	-0.0614	-0.0565
Si	1.3527	28.7433	23.3089	0.1363	-0.0757	-0.0691
Si	3.9796	31.461	23.4403	0.1426	-0.04	0.016
Si	6.6621	1.4361	23.5106	0.0188	-0.1478	0.1432
Si	9.3866	4.1246	23.3252	-0.0289	0.0723	-0.0936
Si	6.7826	6.9596	23.2988	0.0891	-0.019	-0.2249
Si	9.4672	9.5645	23.4143	0.0789	0.0619	0.2229
Si	6.8631	12.3595	23.3897	-0.0516	-0.0135	0.1602
Si	9.5983	15.0616	23.3162	0.059	0.0249	0.0801
Si	6.8531	17.8082	23.0829	0.0342	-0.0739	-0.1836
Si	9.6602	20.6002	23.1174	0.0207	0.0628	-0.2506
Si	6.8316	23.2954	23.2875	-0.0728	0.06	-0.01
Si	9.5849	26.0228	23.4209	-0.0108	0.0037	0.0604
Si	6.7208	28.7174	23.3613	-0.046	0.0702	-0.0885
Si	9.4859	31.4001	23.4635	-0.066	0.0029	0.1139
Si	12.2028	1.3377	23.3169	0.1215	-0.0385	-0.1039
Si	14.9101	4.138	23.2898	0.2001	0.0353	-0.0979
Si	12.1141	7.041	23.2113	-0.078	-0.0387	-0.0771
Si	14.9677	9.5758	23.1186	-0.0455	-0.1231	-0.1348
Si	12.2528	12.3446	23.055	-0.0258	0.0441	-0.196
Si	15.0142	15.1168	23.0834	-0.0756	0.0454	-0.1692
Si	12.3607	17.7522	23.3417	0.0919	-0.1206	0.0186
Si	15.1039	20.4355	23.3474	0.0456	-0.033	0.036
Si	12.425	23.3313	23.2612	0.0472	0.0097	-0.0918
Si	15.1387	25.9778	23.2557	0.0921	0.0338	-0.0958
Si	12.2803	28.6551	23.5112	0.0511	0.0337	0.2436
Si	14.8115	31.4894	23.2805	-0.1875	0.0836	-0.1215
Si	16.1453	2.7727	24.8475	-0.1181	0.0581	0.3249
Si	2.4493	0.0774	24.6143	-0.1546	-0.1454	0.2835
Si	16.2425	8.432	24.7209	-0.0086	0.0178	0.3698
Si	2.3981	5.5101	24.7026	-0.0511	0.0083	0.3332
Si	0.1458	13.8151	24.2231	0.1894	0.2673	0.249
Si	2.6871	11.0746	24.625	-0.045	-0.0352	0.2304
Si	0.0192	18.9602	24.7435	0.1568	-0.0548	0.1948
Si	2.7993	16.585	24.2192	-0.2628	-0.08	0.1925
Si	0.0767	24.4985	24.5329	0.0143	0.1029	0.3498
Si	2.7789	21.6959	24.7832	0.013	0.027	0.3563
Si	16.2925	30.1717	24.4492	0.0855	0.0869	0.2734
Si	2.6409	27.3618	24.763	0.0024	-0.1087	0.2708
Si	5.1278	2.8567	24.79	-0.0229	0.0739	0.1056
Si	8.1081	0.036	24.8745	0.0729	0.004	0.2446
Si	5.2793	8.3413	24.4806	0.0981	-0.0018	0.2623
Si	8.1133	5.5926	24.7248	0.1101	0.0189	0.0017
Si	5.4749	13.7608	24.7601	-0.1166	0.0539	0.1413
Si	8.1249	10.9164	24.8794	-0.0368	0.0402	0.2336
Si	5.6092	19.2115	24.47	0.099	-0.0927	0.3089
Si	8.1025	16.4692	24.5279	-0.0892	-0.0086	0.1948
Si	5.3027	24.5774	24.598	-0.0475	0.0729	0.2636
Si	8.3477	21.9749	24.508	0.0534	-0.087	0.1291
Si	5.3767	30.0745	24.8379	0.1382	0.0782	0.2252
Si	8.0346	27.3051	24.7393	-0.1392	-0.0256	0.3574
Si	10.7938	2.707	24.5825	-0.0457	-0.114	0.2587
Si	13.4567	32.7537	24.8094	-0.1145	-0.0192	0.3391
Si	10.8874	8.2624	24.8936	0.0273	-0.0018	0.0886
Si	13.5261	5.6872	24.3873	0.1486	-0.0578	0.123
Si	11.0617	13.6383	24.5847	0.0569	-0.0003	0.1994
Si	13.5622	10.9396	24.3336	-0.1496	-0.1494	0.1042
Si	10.9874	19.2709	24.5243	-0.045	0.1718	0.2385
Si	13.7243	16.2736	24.723	-0.1565	-0.0878	0.1687
Si	11.1215	24.7008	24.7217	0.2298	-0.0361	0.1994
Si	13.8341	21.9541	24.6255	-0.0219	0.1236	0.2556
Si	10.7947	29.9454	24.9613	-0.0884	0.1022	0.2184
Si	13.8876	27.2798	24.7625	0.1141	0.0402	0.328
Si	0.63	4.5746	26.1929	0.1484	-0.1898	-0.0391
Si	3.7182	1.3364	26.0801	0.0085	-0.1403	0.1918
Si	0.9183	10.2403	25.9991	-0.0144	-0.028	0.0648
Si	3.9868	6.8651	25.7444	-0.1318	-0.1116	0.1418
Si	1.2444	15.4748	25.5551	0.0086	-0.0781	-0.065
Si	4.3159	12.0867	26.0475	0.0406	0.0131	-0.0315
Si	1.8515	19.7887	26.0362	0.2013	-0.0425	-0.1333
Si	4.2299	17.7568	25.6693	0.0698	-0.0283	0.1636
Si	1.5265	25.6206	25.9772	0.0876	-0.0014	-0.2785
Si	3.8368	23.4297	26.1054	0.2082	-0.213	-0.0696
Si	0.8134	31.7437	25.9104	0.1503	-0.0702	-0.2735
Si	4.1879	28.5082	26.179	0.0446	-0.1535	-0.0936
Si	6.2344	4.6789	25.8037	-0.0412	-0.0834	0.2608
Si	9.7314	1.2719	26.1914	-0.1011	0.1714	-0.1324
Si	6.3336	9.6752	26.11	0.024	0.0732	-0.2428
Si	9.9111	6.4031	26.1998	-0.1108	-0.0023	0.3987
Si	6.507	15.5186	26.0873	-0.1413	0.178	-0.1471
Si	9.8752	12.2045	25.9778	-0.1069	-0.0488	-0.1735
Si	7.2853	20.3175	25.7464	0.004	-0.0034	0.1567
Si	9.3744	18.039	25.6746	-0.0782	0.0878	0.0956
Si	6.2951	26.1832	25.9806	0.0531	-0.0087	-0.3057
Si	9.8048	23.2142	25.9346	0.099	0.1109	0.167
Si	7.0189	31.1701	26.2317	0.087	-0.0429	-0.2396
Si	9.085	28.7385	26.2935	-0.047	-0.2499	-0.2236
Si	12.1556	4.2923	25.5689	0.0267	-0.1433	0.0173
Si	14.9673	1.1109	26.2326	0.2674	-0.1238	-0.226
Si	12.1306	10.0271	26.0317	-0.0531	0.1629	0.107
Si	14.8049	6.9239	25.9333	0.1424	0.0819	0.0301
Si	12.9095	14.3576	26.0078	0.144	-0.0306	0.2979
Si	15.1783	12.2946	25.2292	0.0555	0.0469	0.6814
Si	12.0534	21.0014	25.795	-0.0102	-0.0885	0.0287
Si	15.2275	17.3442	26.1813	-0.1559	-0.0429	-0.0176
Si	12.9836	25.5364	26.11	-0.0142	0.0251	-0.0071
Si	15.2553	23.2829	26.1303	0.0057	-0.1446	-0.305
Si	11.8233	31.6646	26.2788	-0.0165	0.0669	-0.365
Si	15.2734	28.849	26.0344	-0.1702	-0.1037	-0.2994
Si	5.8134	0.343	27.8377	0.0595	-0.1433	0.2776
Si	6.6479	4.3036	33.0785	-0.0583	-0.0057	0.0797
Si	1.5639	2.2663	30.5481	-0.1099	0.0511	0.1584
Si	0.6864	9.2162	28.7189	0.088	-0.0548	0.3021
Si	2.6725	7.2025	28.4891	0.1106	-0.1331	0.1054
Si	2.654	14.0049	27.7373	-0.046	-0.0461	0.0963
Si	2.8281	14.3327	30.5561	-0.1073	-0.041	0.1515
Si	4.5575	21.2829	34.3036	0.0159	-0.1257	-0.1056
Si	0.906	28.7326	30.4025	-0.2592	-0.0054	0.3486
Si	0.0422	27.0185	28.1917	-0.0169	-0.0182	0.1254
Si	12.5502	30.4505	32.9745	0.0851	-0.0151	-0.0005
Si	8.012	2.1019	28.5904	-0.0981	0.0176	0.2501
Si	3.2694	0.4745	28.8815	-0.2603	0.1759	0.2272
Si	6.5801	4.6827	28.8177	-0.0856	0.0761	0.1892
Si	9.5245	9.1318	29.9652	0.328	0.019	0.2153
Si	9.0272	10.2446	32.5545	0.0102	-0.0895	0.0846
Si	8.5906	14.2326	28.1906	-0.0717	-0.0039	-0.048
Si	3.9818	22.2371	29.0107	0.079	-0.1903	0.0448
Si	9.3594	20.8312	31.9318	0.0404	-0.1357	0.0149
Si	0.7899	21.5609	28.2681	-0.0709	0.2157	0.2199
Si	10.6984	28.1492	32.9122	0.0633	-0.0338	0.0031
Si	11.3947	26.2169	30.7638	-0.0521	-0.0966	0.2238
Si	2.4735	30.3046	28.178	-0.0176	0.108	-0.0993
Si	5.7969	1.1851	32.8724	-0.0039	0.0611	-0.0149
Si	11.7281	3.9639	30.2681	-0.1001	0.1532	0.1075
Si	10.2994	6.4861	29.3244	0.1621	-0.0433	0.2922
Si	14.0336	8.7747	28.2504	-0.0671	-0.0987	0.123
Si	0.3264	9.1889	31.6441	-0.0543	-0.0182	0.358
Si	12.5338	20.6675	28.7175	-0.0671	0.0963	0.2866
Si	8.8028	12.0009	30.2913	0.0174	-0.1149	0.0892
Si	13.5182	13.7442	29.0143	0.0375	0.0634	-0.0511
Si	7.8909	24.5053	28.1611	0.0495	-0.021	-0.008
Si	13.3286	27.0242	28.7033	-0.0913	-0.0965	0.3429
Si	8.8707	27.2961	29.2313	0.0065	0.0541	0.299
Si	13.4957	30.1345	28.2771	0.1002	-0.0322	0.1186
Si	16.1078	2.0006	33.1281	0.0656	-0.0123	-0.108
Si	1.9173	6.0184	34.1143	-0.0459	-0.0562	-0.0674
Si	5.7293	11.4722	34.0816	-0.1561	-0.0467	0.0841
Si	0.1517	14.0282	29.245	-0.1251	0.0549	0.1413
Si	3.1558	15.8244	33.2503	-0.0374	0.0454	0.015
Si	4.517	23.2377	32.0099	0.0894	-0.1149	0.0023
Si	2.5539	25.314	32.6308	-0.1264	-0.1048	-0.0724
Si	8.3735	29.5217	31.3845	0.0822	0.0132	0.0391
Si	8.1457	32.7772	30.973	-0.0067	-0.1956	0.3754
Si	5.6441	31.995	35.0487	0.0464	0.0195	-0.3111
Si	4.3511	8.8381	30.6409	0.0857	0.0515	0.2684
Si	3.7619	11.7234	31.7948	-0.0311	0.0758	0.0982
Si	10.3329	16.9008	28.3287	0.0348	0.1078	0.1797
Si	10.3529	12.8291	32.5307	-0.0118	0.0691	0.1664
Si	9.5568	19.8259	29.2755	0.0486	0.0133	0.0933
Si	11.0323	23.5499	32.1374	-0.0141	0.0779	-0.0248
Si	7.0587	22.0469	33.0307	0.043	-0.0384	-0.0708
Si	9.0754	27.3217	35.4569	0.1552	0.0949	-0.1992
Si	14.8698	30.3882	30.8954	0.0474	-0.028	0.3403
Si	12.929	2.6097	32.6897	-0.0075	-0.0552	0.1125
Si	3.5957	4.6966	29.865	0.0379	0.011	0.2241
Si	16.1994	4.0647	29.1544	0.1658	-0.0533	0.1555
Si	10.8959	6.1035	33.9043	-0.1244	0.0062	-0.103
Si	13.7129	9.3514	31.2886	0.1134	0.0407	0.1926
Si	12.6782	10.5789	35.9064	0.0147	-0.0181	-0.2975
Si	15.0656	13.9147	32.6843	-0.004	0.1846	0.0699
Si	13.3742	17.7873	28.9387	0.0238	0.0364	0.2243
Si	13.4203	21.8728	32.8925	-0.1055	-0.084	0.0415
Si	16.266	24.2594	31.6479	-0.1059	-0.0165	-0.0639
Si	12.9544	31.706	35.5429	-0.0155	0.0749	-0.3972
Si	0.3031	31.7767	33.0738	-0.0082	-0.107	-0.0865
Si	0.9204	3.6403	35.634	0.1487	-0.0877	-0.1671
Si	1.2213	10.5219	37.4774	0.1516	0.0068	-0.289
Si	13.5524	2.9891	28.1056	-0.1589	0.064	0.0366
Si	14.8143	15.8674	30.4887	0.0097	0.0615	0.0856
Si	6.7609	7.9916	28.8416	-0.0754	-0.0368	0.2588
Si	12.9181	12.279	31.3447	0.0168	-0.0095	0.0592
Si	14.8899	22.0234	30.229	-0.1667	0.1252	0.1707
Si	0.806	23.635	34.1759	-0.1236	-0.0485	0.0969
Si	1.4958	0.8955	36.2181	0.0305	0.1581	-0.126
Si	16.2893	6.0351	31.7476	-0.0419	0.037	0.22
Si	9.8586	31.9956	35.1155	0.121	0.0267	-0.2532
Si	4.3569	6.3718	32.3552	0.04	-0.0065	0.0666
Si	9.2553	4.8367	31.5868	0.0619	0.0562	0.1079
Si	4.7702	15.8403	37.5118	0.1207	-0.1577	-0.1968
Si	6.7428	5.896	35.7701	-0.0236	0.1917	-0.2029
Si	2.5324	18.752	34.5917	-0.0354	-0.0218	-0.1994
Si	11.1003	20.502	34.1029	-0.0225	-0.0022	0.0188
Si	8.1581	24.6141	36.7085	0.177	-0.0976	-0.3152
Si	9.6675	23.1146	34.6306	0.0569	-0.0043	-0.0107
Si	7.7779	29.8294	34.3357	0.0453	0.0213	-0.0972
Si	11.798	26.959	37.1351	0.1168	0.0171	-0.4689
Si	11.4674	3.3226	38.4944	0.0793	0.2424	0.0109
Si	12.1003	3.9058	35.4847	0.0306	0.1206	-0.332
Si	13.5635	6.8174	33.0929	0.1742	0.0531	-0.1226
Si	9.6806	16.4707	37.5555	0.1284	0.0803	-0.3428
Si	10.0972	9.0166	35.0166	-0.0642	-0.061	-0.0695
Si	13.9447	13.2049	35.2837	0.0147	-0.1346	-0.1784
Si	14.431	27.418	35.9703	0.0791	-0.042	-0.0384
Si	14.274	21.9984	35.9873	0.1348	0.192	-0.232
Si	10.829	0.2561	32.628	0.0483	0.0075	0.0368
Si	1.5336	27.9288	33.3186	-0.2535	0.0245	0.1518
Si	14.976	6.5145	38.3415	-0.0938	0.0821	0.0447
Si	6.0413	0.716	37.7858	-0.154	-0.0207	-0.3084
Si	0.7534	8.9	34.6567	-0.0807	-0.1021	-0.3486
Si	3.8781	9.499	38.11	0.1681	-0.1476	-0.0462
Si	1.7961	15.1461	38.2497	0.049	-0.042	0.0774
Si	1.5855	13.1709	33.6538	0.063	-0.0501	-0.0917
Si	2.5823	19.3171	37.3486	-0.2271	-0.0072	-0.2891
Si	5.3938	14.3181	34.8965	0.0851	-0.0989	-0.1992
Si	5.4718	22.9934	36.8668	0.0053	-0.1372	-0.3472
Si	4.2888	24.9473	38.6792	-0.202	0.101	-0.1721
Si	1.4183	31.3968	37.999	-0.0123	0.0336	-0.0533
Si	3.124	32.7048	33.6799	-0.0059	0.0463	-0.1166
Si	6.2852	3.7989	38.06	-0.1711	0.1328	-0.2164
Si	8.1855	8.1626	37.1487	0.0356	-0.0967	-0.2378
Si	5.6539	8.741	35.744	0.14	-0.0048	-0.1756
Si	8.1873	19.0685	37.7376	0.3289	-0.0114	-0.4453
Si	8.1195	13.1902	34.5734	-0.015	0.1516	-0.1088
Si	5.3107	18.6391	37.732	0.0923	-0.1569	-0.2364
Si	6.8613	21.5713	28.5428	-0.0324	-0.2405	0.1032
Si	10.7479	18.8158	36.4502	0.0177	0.0486	-0.3135
Si	8.7587	32.2553	38.0659	0.1118	-0.2667	-0.046
Si	15.4763	25.9387	33.7566	-0.2449	0.0699	0.0196
Si	14.7659	0.8408	36.807	0.0776	0.003	-0.4649
Si	14.6968	4.0305	36.8984	0.1576	-0.0408	-0.4365
Si	9.1421	13.5883	37.3779	-0.1354	0.0729	-0.4364
Si	14.4861	8.0641	35.6876	-0.161	0.0395	-0.3781
Si	12.2536	13.0089	37.5959	0.1582	-0.0896	-0.2841
Si	0.5436	13.1726	36.3783	-0.0899	-0.1244	-0.3525
Si	12.5825	20.452	38.1448	-0.0445	0.0211	-0.0971
Si	0.752	20.8793	35.6008	-0.2357	-0.0126	-0.1266
Si	13.8559	24.9154	37.3337	0.1917	0.0317	-0.3719
Si	13.5657	31.3504	38.3219	0.0611	-0.1687	-0.2778
Si	0.3742	29.6425	35.4452	-0.1049	-0.2174	-0.1783
O	15.27	1.4951	39.96	-0.2302	-0.2517	-0.0432
O	0.407	32.1143	39.0799	0.0572	0.0104	0.3356
O	1.5802	3.9507	39.8826	-0.0629	-0.0791	0.2902
O	3.6598	1.8261	40.0121	0.5734	-0.088	0.4819
O	14.3068	5.0156	38.1433	-0.1956	-0.1	0.1938
O	15.2139	7.2566	36.8976	0.0177	-0.0058	0.4171
O	0.6127	12.0221	37.4978	-0.1556	-0.0134	0.1536
O	4.3864	8.7428	36.7567	-0.4701	0.0764	0.1673
O	0.4117	9.9629	38.8195	-0.0271	0.2018	0.516
O	1.4773	12.6054	35.1649	-0.1888	-0.1554	0.1324
O	4.1972	12.3356	39.9169	-0.2804	0.0318	0.7366
O	2.1744	13.8615	39.1637	-0.1905	-0.1642	0.0809
O	0.7417	16.1093	39.0248	0.2482	-0.2192	-0.1653
O	15.1943	17.7763	39.7139	0.1374	-0.2448	0.2345
O	2.4689	18.1993	36.1414	0.1202	-0.0779	0.3767
O	2.1748	18.7811	38.8189	-0.0242	0.1232	0.3444
O	0.9901	20.8294	39.9063	0.3672	-0.1876	0.3543
O	15.3659	22.8917	39.8747	-0.0125	0.3468	0.3154
O	4.5493	24.2957	37.219	-0.1683	0.3537	0.1359
O	2.6771	25.1312	38.8281	0.2187	-0.2422	0.008
O	0.9102	26.3383	39.9616	0.5351	-0.3176	0.3333
O	15.3779	28.245	40.0842	-0.2488	0.532	0.7702
O	2.4211	30.4699	38.8729	-0.1268	-0.2284	-0.07
O	2.193	32.6501	37.2511	0.3181	-0.2551	0.1621
O	5.1429	0.0637	38.9603	-0.1112	0.0552	-0.0235
O	7.6058	0.5837	38.2431	0.1562	0.4458	0.4052
O	7.8285	3.6982	38.6157	0.3983	-0.2838	-0.0302
O	10.1332	2.5866	39.1145	-0.2422	-0.2403	-0.025
O	5.1677	10.1262	38.9205	0.0701	0.2227	0.2546
O	5.4279	4.2943	39.3472	-0.0064	-0.0963	0.2437
O	8.0691	8.3005	38.7661	-0.1689	0.1333	0.3747
O	7.0075	9.1147	36.5496	0.0283	-0.0505	0.2513
O	4.2072	6.5361	39.9641	-0.0997	0.2713	0.1873
O	1.1019	9.7561	36.0081	0.16	0.1725	0.2982
O	8.2668	13.2478	38.7074	0.0963	-0.1637	0.1076
O	8.4463	17.4664	37.974	-0.0961	-0.0481	0.1342
O	5.6853	15.598	38.8651	0.0411	0.1484	0.1314
O	5.1499	17.2764	36.8381	-0.1651	0.0725	-0.0341
O	6.6867	19.3331	37.2055	-0.3509	0.0638	-0.0457
O	8.2851	19.7975	39.1876	-0.0583	-0.2198	0.263
O	4.5769	23.8134	39.8497	0.2303	-0.2645	0.1235
O	5.7367	22.1116	38.244	-0.1404	0.1253	0.7214
O	9.7727	23.134	39.6412	-0.1239	0.1153	0.2422
O	8.2729	24.8348	38.3314	0.1528	0.169	0.747
O	4.0242	28.6561	39.7042	0.0256	0.1593	0.1823
O	10.3485	27.3285	36.4856	-0.0763	-0.1712	0.316
O	9.7072	28.7697	39.5224	0.1991	0.0402	0.3255
O	8.2475	30.8207	38.7027	-0.0059	-0.2177	0.0459
O	12.3115	31.5634	39.3419	-0.2776	0.3348	0.3772
O	10.0956	32.7373	38.8506	-0.0389	-0.0302	0.097
O	16.209	4.4586	36.4822	-0.0041	0.1713	0.4611
O	14.6888	2.421	37.1454	-0.0133	0.2046	0.3895
O	9.7771	6.7416	39.774	-0.2717	-0.065	0.3167
O	11.4063	4.8825	39.0108	0.0952	0.1288	0.0787
O	12.1637	9.522	39.8495	-0.2307	0.3111	0.5773
O	13.9782	7.507	39.1663	0.1684	0.0822	0.0312
O	8.9767	15.1495	36.9585	-0.1442	-0.0844	-0.0638
O	10.0007	11.6288	39.8813	-0.2005	0.4073	-0.0797
O	13.0316	13.4945	38.9398	0.0926	-0.1124	0.0503
O	15.0825	12.0043	39.677	0.1617	-0.1226	0.3662
O	9.7738	17.9033	0.0322	-0.0307	-0.0191	0.1318
O	10.7205	16.1091	38.7671	0.1138	-0.2023	0.329
O	13.785	19.8736	39.0636	-0.0139	-0.0533	0.0817
O	13.1145	21.1974	36.7948	-0.265	-0.2606	0.2182
O	11.6501	21.4674	39.0042	-0.1313	-0.1641	0.0794
O	11.6934	19.1509	37.7254	0.0878	0.0439	0.2982
O	13.7963	24.7541	38.9471	-0.0898	-0.0026	0.2202
O	14.4164	30.15	38.9628	0.0509	0.3114	-0.1843
O	12.345	25.4164	36.8557	-0.1872	-0.0104	-0.012
O	11.6632	27.1507	38.749	-0.0527	-0.0956	0.4519
O	14.3536	32.7714	38.1288	-0.1268	0.1059	-0.0641
O	15.8877	5.7421	26.2481	0.2933	0.0229	0.1719
O	0.742	4.3002	27.8375	0.3596	-0.1913	-0.2481
O	9.5635	0.4189	31.6374	0.0628	0.3956	-0.1062
O	5.713	5.5134	32.5287	0.2063	0.0512	0.0812
O	1.5098	10.0268	27.5596	0.1412	0.1686	-0.3339
O	1.0899	7.6208	28.5255	0.1079	-0.1518	-0.0086
O	3.3584	7.6361	27.075	-0.1563	-0.097	-0.138
O	2.9384	5.6026	28.6757	-0.2381	-0.002	0.0042
O	2.5628	14.9525	26.4337	0.1579	0.1864	0.1546
O	3.1945	14.8365	29.0436	-0.0575	0.1223	-0.2342
O	3.5979	12.7215	27.4108	-0.1041	-0.0841	0.1454
O	5.3363	10.9018	26.6783	-0.0505	0.174	-0.3611
O	1.0087	20.196	27.4078	0.2479	-0.0977	0.0367
O	16.3551	22.6505	27.2871	-0.3881	0.2158	-0.434
O	3.1053	18.723	26.5272	-0.4043	0.2034	-0.492
O	4.0144	22.897	30.4986	-0.1012	0.2804	-0.0788
O	0.9237	27.3433	29.5395	0.1032	-0.0874	-0.2895
O	0.7728	25.7862	27.4463	-0.0662	0.2202	-0.1987
O	4.3703	23.0635	27.6496	-0.0783	0.4044	-0.4449
O	2.7356	24.6017	26.4229	-0.0845	-0.2769	0.0243
O	4.9006	0.2244	26.4759	0.0461	0.1197	-0.0952
O	1.3804	30.7121	27.0502	-0.1829	-0.1638	-0.063
O	4.0129	24.7833	32.1623	0.0369	-0.0848	-0.1848
O	5.2699	27.3186	26.6944	0.2976	-0.202	-0.4511
O	7.6664	3.5249	29.3906	0.2299	-0.2253	-0.223
O	6.8718	4.3327	27.2654	0.0291	-0.0468	0.0039
O	2.2751	0.8567	30.1233	0.2911	0.0092	-0.1504
O	9.2808	2.1645	27.5476	0.2729	0.0994	-0.3869
O	8.2087	8.5137	29.2943	-0.092	-0.3419	-0.2887
O	6.593	8.5326	27.2983	-0.1001	0.1106	-0.2388
O	9.5809	6.4647	27.8473	-0.4073	0.3314	-0.3499
O	10.7223	8.0768	29.5428	0.0082	-0.1169	-0.1479
O	5.3136	16.6883	26.4762	-0.1264	-0.0216	-0.234
O	7.2785	14.9276	27.4569	-0.2955	0.3078	-0.1423
O	11.0083	11.1407	26.6078	0.0706	-0.3772	-0.4877
O	9.4178	13.3302	27.1048	-0.1438	-0.2549	-0.0051
O	6.6651	21.2596	26.9508	-0.1009	-0.0761	-0.4246
O	8.3272	19.1601	26.3985	0.0081	-0.0509	-0.357
O	10.2177	17.0342	26.7052	0.2378	0.0932	-0.3815
O	11.9186	17.0023	28.7719	0.0546	-0.3034	-0.0042
O	9.8964	29.1096	31.8504	0.1079	0.2819	0.0102
O	6.7938	25.1405	27.1453	-0.0308	-0.1233	0.0969
O	9.1962	23.9787	27.2961	0.2551	-0.1568	-0.4045
O	8.0456	28.41	30.1806	-0.1645	0.0859	-0.0107
O	2.9192	1.4632	27.5839	-0.0824	0.3689	-0.3668
O	6.6001	31.717	27.7667	-0.1834	0.1707	-0.0147
O	9.1478	27.8914	27.7334	0.0197	0.3564	-0.3803
O	8.1252	30.0198	26.6557	-0.2277	0.0206	0.1101
O	9.1731	6.011	30.4403	-0.1749	0.1853	-0.0642
O	11.1034	5.2698	26.3551	-0.3361	0.0106	-0.2497
O	14.2885	1.5726	27.7043	-0.15	-0.095	-0.2865
O	16.1503	32.7909	26.6515	-0.0579	0.2683	-0.161
O	15.5264	9.4112	28.3343	0.0196	0.3238	0.1168
O	13.0071	9.7112	27.4027	-0.2673	0.0284	-0.0173
O	14.1362	7.3577	27.4179	-0.0272	-0.2006	-0.2553
O	13.1529	3.5748	26.651	0.0485	0.2522	0.1103
O	11.9471	13.1169	32.3898	0.1553	0.1008	0.0175
O	12.7351	14.311	27.6881	-0.339	0.3853	-0.2876
O	16.1151	11.3705	26.2544	0.3988	-0.1563	-0.2796
O	14.221	13.3419	26.06	-0.3535	0.2534	0.0515
O	10.9276	22.0804	26.4112	0.2068	-0.4111	-0.0959
O	12.8741	20.4967	27.1371	0.2038	-0.2325	-0.1925
O	14.3041	17.664	27.5694	0.288	0.0061	-0.2905
O	0.11	16.2889	26.5057	-0.1936	-0.1355	-0.1301
O	12.8497	26.2765	30.06	0.126	-0.1009	-0.2487
O	12.4863	26.3712	27.4577	-0.2592	-0.1741	-0.2398
O	14.0662	24.3442	26.6866	-0.1657	0.1749	-0.273
O	12.2557	31.0668	27.7732	-0.0649	-0.1186	0.0076
O	10.7931	0.1006	26.711	-0.099	-0.1808	-0.3367
O	0.0082	28.2225	27.0761	-0.0742	0.3117	0.0048
O	14.38	29.9234	26.9195	-0.1119	-0.0677	0.0392
O	3.1996	31.6929	28.5759	0.066	-0.1353	-0.0022
O	16.0803	0.4163	33.463	-0.2769	0.1289	0.3475
O	2.7114	3.3966	30.277	0.3179	0.2392	0.1159
O	0.9436	2.2298	32.0624	0.0495	0.0038	-0.11
O	0.2494	2.5732	29.6457	-0.0789	-0.1373	-0.3246
O	14.6182	4.0126	28.8046	-0.2949	0.2589	-0.2884
O	5.1101	5.7925	26.3183	0.2731	-0.2764	-0.2177
O	0.0067	5.1336	30.395	-0.0482	0.1499	-0.3545
O	1.0712	9.4793	33.1118	0.0863	-0.104	-0.0065
O	1.013	9.7507	30.2551	0.0788	-0.0378	-0.2278
O	1.2341	13.8212	30.5213	-0.0507	-0.0318	0.1051
O	1.0664	13.6349	27.9626	-0.0275	-0.1231	-0.2083
O	12.6438	12.5739	29.7487	-0.028	0.1527	-0.1208
O	15.239	15.3989	31.9967	-0.0922	-0.0581	-0.1614
O	16.1437	21.232	29.509	0.2033	0.0455	0.0509
O	2.352	21.887	28.7964	-0.2274	-0.1511	-0.2234
O	1.7632	29.8046	29.5474	0.2426	0.3289	-0.2065
O	2.7491	26.8704	33.0838	0.0238	-0.1589	-0.2418
O	1.5017	28.7856	31.9228	0.1486	0.0647	-0.1878
O	4.8818	0.6404	29.1653	0.2198	-0.1971	-0.0298
O	8.1606	31.1017	30.8828	0.0189	0.0649	-0.0812
O	6.4774	30.6132	34.9049	0.1182	0.0701	0.1922
O	7.4859	29.3432	32.7807	-0.0194	-0.1318	0.0687
O	5.6645	32.5353	36.5623	-0.2121	0.1058	0.4118
O	6.7463	1.6551	27.6452	-0.1033	0.0909	-0.3056
O	6.3218	0.4214	34.2133	0.1127	0.1267	0.3822
O	6.6504	6.3413	29.0242	0.139	0.068	0.0797
O	5.1163	4.2573	29.4457	0.132	0.1277	0.019
O	9.4753	9.0015	31.5983	0.0118	0.1223	0.0215
O	5.751	8.8464	29.8151	-0.016	-0.0706	-0.3314
O	3.6899	10.2995	30.9873	-0.1991	0.0293	-0.3173
O	10.273	11.2421	32.8552	-0.0005	-0.0178	0.1239
O	9.5586	15.484	28.7562	0.1012	-0.1535	0.2444
O	8.0447	13.049	29.2595	-0.1794	-0.0356	0.0797
O	7.782	21.2037	31.8407	-0.0384	-0.0922	-0.1028
O	5.3402	21.2335	29.1492	0.0837	0.1392	-0.1215
O	10.2394	22.1934	31.6782	0.0546	0.0873	-0.1278
O	9.6984	19.6708	30.882	0.0614	0.1117	-0.0896
O	15.519	23.5637	30.3713	0.1788	-0.1077	-0.0777
O	4.6963	22.1172	35.7146	0.0506	0.3466	0.433
O	9.7216	27.3545	33.9494	0.0428	0.0794	0.0051
O	9.4526	23.8206	36.0748	0.1749	-0.18	0.2261
O	3.5125	29.1957	27.5492	-0.133	0.2098	-0.1792
O	11.5346	26.9622	32.1935	0.0405	-0.1902	0.1857
O	12.0622	1.2716	32.2842	-0.092	-0.0581	0.1149
O	8.2122	25.7717	29.1805	-0.1989	-0.0254	0.1133
O	8.1898	0.7878	29.5622	0.1405	0.0448	-0.5019
O	12.8458	2.6757	39.1067	-0.0043	0.0811	-0.0792
O	12.2223	2.9345	29.0778	0.1032	-0.0729	-0.145
O	11.6016	5.486	29.5971	0.1196	0.1828	0.0488
O	10.2554	3.6807	30.9667	-0.0277	-0.2161	-0.1343
O	7.8549	4.1361	32.0061	0.0863	-0.2762	-0.1997
O	13.5583	8.6621	29.812	0.1973	-0.1289	-0.4244
O	13.2851	8.2488	32.3906	-0.0667	-0.049	-0.0313
O	9.5819	8.7417	36.5426	-0.066	0.1229	0.1937
O	9.6142	10.7387	29.5453	0.0818	0.2316	-0.2085
O	12.7699	10.6624	31.4882	-0.129	0.0689	-0.1791
O	8.0195	11.1689	31.536	0.193	0.1866	0.1239
O	9.772	13.091	31.0334	-0.0821	0.1345	-0.0454
O	13.5076	14.9896	30.0647	-0.1257	-0.1328	-0.1731
O	13.0493	19.3052	29.4072	0.2044	0.0207	0.0458
O	14.2907	17.3758	30.26	-0.1526	0.1827	-0.1479
O	12.6095	23.1985	32.3784	0.1461	-0.0483	0.1501
O	10.9213	24.6689	30.9715	0.1965	0.0128	-0.256
O	14.904	26.6711	28.5497	0.1087	0.0639	-0.1404
O	10.3405	27.0428	29.8649	0.0156	-0.0931	0.0363
O	13.489	31.0984	34.1377	0.1046	0.0607	0.2764
O	13.0484	28.64	28.7918	0.1035	-0.0287	-0.0842
O	15.9262	31.3562	31.6888	-0.0174	0.0016	-0.0865
O	14.2891	30.9504	29.4692	-0.3057	0.2464	-0.426
O	0.1234	2.8946	34.4186	-0.1913	-0.0209	-0.0595
O	16.3551	30.7341	34.287	-0.1362	-0.0274	0.1628
O	14.7904	5.9893	32.4049	-0.0738	-0.1544	-0.1804
O	3.5446	5.6556	31.1632	-0.201	0.1009	-0.1564
O	5.4465	9.9548	34.6407	0.1724	0.1231	0.1852
O	8.852	9.5278	34.0392	0.0582	0.1407	0.0886
O	4.6078	15.3585	33.8871	0.1334	0.1231	0.1844
O	2.0826	14.728	33.8027	-0.2269	-0.1105	0.1875
O	15.1203	13.2462	28.9752	0.1318	-0.2472	-0.2992
O	7.2649	23.1472	28.8649	-0.1183	0.3241	0.0844
O	3.7623	19.8467	34.4008	-0.0171	0.2549	0.1155
O	2.1843	24.4621	33.9713	0.225	0.1428	0.1552
O	0.232	23.0775	32.7387	0.246	0.1455	-0.1276
O	1.1499	22.3773	35.1079	0.1212	0.0925	-0.0268
O	8.1341	26.0501	35.8853	-0.3473	0.0445	0.274
O	2.7541	17.4041	33.6302	-0.2154	0.0032	0.2278
O	2.2641	0.7726	34.7735	-0.0426	0.1932	-0.007
O	16.2859	0.5209	36.2699	-0.0424	-0.0618	-0.132
O	1.988	4.7604	35.1499	-0.1012	-0.1404	0.1291
O	9.0823	30.8321	34.2644	-0.0115	-0.0066	-0.137
O	3.7946	13.0244	30.8086	-0.054	0.1308	-0.2304
O	4.5961	7.9544	32.01	0.2097	0.1034	-0.0442
O	9.6901	5.5355	32.9924	-0.1491	-0.1981	-0.059
O	10.6563	7.6303	34.3708	0.1769	-0.0428	0.1564
O	7.0066	14.4031	34.5583	0.0304	0.2312	0.168
O	8.622	12.7792	36.0681	0.1817	-0.259	0.4001
O	8.1483	20.6194	28.9687	-0.1471	0.223	-0.1127
O	10.5238	17.2072	36.3562	-0.212	0.159	0.08
O	10.344	24.1161	33.5169	-0.097	0.2377	0.0317
O	9.5466	18.2624	28.8077	0.0947	0.0646	-0.1008
O	12.3568	20.6395	33.071	0.1739	0.0108	-0.1706
O	10.8865	20.7141	28.8344	-0.0826	0.2401	0.0869
O	8.2208	22.6448	34.0078	-0.1951	0.1981	-0.1506
O	6.8732	23.6661	36.3429	-0.0884	-0.0379	-0.0302
O	11.4633	31.5589	32.4736	-0.2939	0.1734	-0.0898
O	12.96	27.9399	36.4792	-0.0355	-0.0304	0.2943
O	13.6329	0.3997	35.6806	0.1173	0.1265	0.0638
O	11.7932	29.1467	33.6013	-0.0576	-0.1377	-0.0338
O	1.6185	28.8167	34.7048	0.1449	-0.1325	0.0238
O	10.1491	0.4676	34.1245	0.0895	-0.11	0.2066
O	5.9304	2.817	33.0838	-0.1854	-0.097	-0.1611
O	12.7849	3.7189	31.4931	0.1964	0.1266	-0.1288
O	2.9535	8.475	38.9973	-0.0024	0.1441	0.2445
O	16.3768	6.1761	39.1297	0.1265	0.1057	-0.0912
O	12.2013	5.9608	32.9362	0.1106	-0.218	-0.0815
O	13.7125	7.0191	34.7065	0.0189	-0.1543	0.3299
O	0.2436	7.5785	31.414	0.1666	0.1311	-0.3235
O	15.234	9.8258	31.6465	-0.0879	-0.083	-0.1346
O	11.0934	5.1618	35.2227	0.1582	-0.0629	0.4153
O	11.3077	10.1057	35.1565	-0.0975	0.1615	0.0474
O	14.4179	12.7943	31.7017	0.2269	-0.3061	0.036
O	0.0762	13.2388	33.079	0.06	-0.3007	-0.2488
O	9.418	13.6006	33.6415	-0.1414	-0.0376	0.1311
O	15.5995	21.0247	36.0873	0.0943	-0.2747	0.0009
O	14.3287	23.5114	36.6268	0.1779	0.0932	0.0548
O	15.1321	25.2659	32.3039	-0.0842	0.2225	-0.0024
O	1.3203	25.0714	31.5088	0.0619	0.1566	-0.0629
O	15.705	29.0428	30.5226	0.2234	-0.1281	0.1354
O	13.5691	30.0038	31.7957	0.2001	-0.0538	-0.0037
O	14.5567	2.3847	32.7581	-0.036	-0.1432	-0.1649
O	1.9465	31.9047	32.8427	0.187	0.2024	-0.1844
O	6.7789	0.5518	31.7134	-0.1163	-0.2605	-0.1139
O	4.1638	0.819	32.744	0.0211	-0.1827	-0.2042
O	15.5401	8.7736	34.6713	-0.0274	-0.2235	-0.2072
O	1.394	7.4024	34.7995	-0.1199	0.165	0.2885
O	0.9652	5.5362	32.8708	-0.1806	-0.311	0.0241
O	3.3014	8.0622	29.702	-0.0609	-0.2426	-0.0927
O	14.075	14.1245	33.9567	0.0057	-0.0189	0.1367
O	1.0813	14.6121	36.8891	0.2371	0.1616	0.1846
O	2.53	12.1113	32.8299	-0.0025	-0.1319	-0.0878
O	3.1425	15.5581	31.6162	0.2136	0.1444	-0.0405
O	13.4689	21.8857	29.366	0.0874	-0.1394	-0.0994
O	1.6699	20.5936	36.9194	0.2069	-0.0598	0.189
O	14.5198	21.4834	31.7456	0.1613	0.0702	-0.1674
O	1.1352	19.6896	34.4841	-0.2151	-0.0807	0.0591
O	6.1366	23.1928	32.2968	0.1378	-0.0612	0.1487
O	4.158	19.7398	37.4257	0.2139	0.3039	0.1765
O	0.7897	30.4181	36.8228	-0.1642	0.3699	0.3461
O	1.6439	2.4956	36.5637	-0.1508	0.0101	0.2315
O	5.7907	2.3213	37.5302	0.0877	-0.0004	-0.1304
O	6.0572	4.9135	36.885	0.0138	-0.351	0.3089
O	8.9885	32.2458	36.4507	-0.3195	0.1625	0.2172
O	2.8266	10.6749	37.7198	-0.1348	0.1347	-0.0036
O	7.1359	4.8641	34.5481	0.1207	0.1197	0.2258
O	5.8164	7.1706	35.2072	-0.092	0.0187	0.1405
O	3.4527	6.2829	33.6878	0.0396	0.1526	0.0781
O	5.0905	14.6831	36.4416	0.0507	0.0825	0.1511
O	4.9629	12.7214	34.8371	-0.1333	-0.048	-0.0589
O	5.1814	11.5571	32.5628	0.2877	-0.1295	-0.1983
O	8.0006	6.631	36.5423	0.1934	0.0249	0.0448
O	5.1913	18.1543	39.3172	0.0254	-0.0111	0.129
O	3.8579	22.1935	33.1136	-0.2054	0.19	0.0637
O	9.294	19.5853	36.6406	0.0171	0.0893	0.4137
O	6.1015	20.9967	33.8379	-0.0569	-0.0213	-0.1702
O	5.1659	26.3332	38.9464	0.009	-0.1307	-0.0972
O	10.7623	21.911	34.8737	0.0193	-0.0079	0.2264
O	9.7135	20.1183	33.352	0.1384	0.0379	-0.0522
O	11.3417	31.5747	35.5935	0.1821	0.0315	-0.0643
O	4.1236	31.6957	34.5032	-0.1151	-0.3197	-0.0585
O	14.232	26.6788	34.4974	0.1584	-0.0027	-0.1413
O	11.5415	3.1783	36.8487	-0.1841	-0.4505	0.3502
O	13.6454	4.3702	35.7118	0.2276	0.0968	0.2058
O	12.2127	3.0205	34.1095	-0.0667	0.0148	0.1196
O	7.329	11.8368	34.0652	0.3264	-0.3567	0.0026
O	15.3905	13.2996	35.9894	-0.0208	-0.024	0.3638
O	13.5162	11.6381	34.9434	-0.2005	-0.0196	-0.0606
O	10.6843	13.3089	37.7293	0.0248	-0.1447	0.3409
O	12.4195	11.3984	37.3005	-0.1533	-0.0943	0.3165
O	13.5206	9.2329	36.2709	-0.1034	0.0133	0.0974
O	12.8346	13.8309	36.2981	-0.2924	-0.0666	0.2044
O	16.0771	15.5933	29.4668	-0.147	-0.2076	-0.2017
O	0.1409	27.1168	33.4501	0.1686	0.0314	0.0948
O	8.0928	28.6402	35.4282	0.072	-0.0955	0.0138
O	14.0373	22.1695	34.3728	-0.028	0.01	0.1538
O	16.1122	24.7479	34.7105	0.1394	-0.0045	0.1815
O	13.3588	30.7916	36.8092	-0.1546	0.0151	0.4036
O	14.8736	26.178	36.9776	-0.0686	-0.2273	0.3306
O	15.5474	28.6109	35.8426	0.0101	-0.0013	-0.2027
O	3.1902	15.9151	37.9097	-0.262	0.2066	0.2652
O	11.4871	19.3019	35.1035	-0.0004	0.0931	0.0097
Si	16.3802	32.8035	5.5975	-0.0084	-0.0308	-0.0347
Si	2.7545	2.6675	5.5445	-0.0127	0.1037	-0.0188
Si	16.3727	5.4302	5.5925	-0.0015	-0.0308	-0.0023
Si	2.7488	8.1713	5.5693	0.0342	0.0468	0.0173
Si	0.0379	10.8924	5.5358	0.0029	-0.0062	-0.0307
Si	2.7876	13.6404	5.4223	0.0218	0.0549	-0.0824
Si	0.0562	16.3359	5.4819	-0.0409	-0.0231	-0.007
Si	2.8083	19.1523	5.4553	0.0236	0.0346	0.0022
Si	0.0722	21.8492	5.5389	-0.0682	-0.0165	0.0516
Si	2.8355	24.5938	5.4975	0.0256	0.0539	0.0512
Si	16.4001	27.3488	5.5783	0.0438	-0.0476	0.0869
Si	2.8205	30.0642	5.5667	0.0392	0.0753	0.0538
Si	5.5151	32.7532	5.4953	-0.0581	0.0167	-0.0901
Si	8.2518	2.6621	5.5305	-0.0212	0.0093	-0.0461
Si	5.49	5.4195	5.5991	0.0547	0.0447	0.0097
Si	8.2248	8.1397	5.5851	-0.0383	0.008	-0.0083
Si	5.4693	10.9162	5.4829	-0.0045	-0.0301	-0.0703
Si	8.243	13.5937	5.4612	0.0116	0.0273	-0.0496
Si	5.5043	16.4067	5.3909	0.0071	-0.0052	-0.0623
Si	8.2302	19.1158	5.3535	-0.0389	-0.0475	-0.0951
Si	5.534	21.8677	5.4415	-0.0503	0.0176	-0.0542
Si	8.2334	24.6362	5.422	0.0336	0.0361	-0.0516
Si	5.5537	27.3488	5.4542	0.0189	0.0433	-0.0025
Si	8.2338	30.0477	5.4065	0.0211	0.0577	-0.0863
Si	10.9103	32.7621	5.4974	0.0173	-0.0299	-0.027
Si	13.6273	2.6878	5.5487	-0.0144	-0.0695	-0.0657
Si	10.9716	5.3639	5.5367	-0.0676	-0.005	-0.012
Si	13.7039	8.1195	5.5477	-0.0256	0.0016	-0.0177
Si	10.9545	10.8868	5.5134	0.0301	0.0046	-0.0078
Si	13.7159	13.6244	5.4991	0.0303	0.0171	-0.0488
Si	10.9698	16.371	5.4632	0.0205	0.0022	-0.0945
Si	13.7187	19.0739	5.5233	-0.0155	0.0201	0.0341
Si	10.9244	21.8879	5.4674	-0.0163	-0.0415	-0.0054
Si	13.6629	24.5883	5.5365	-0.0233	-0.0353	-0.029
Si	10.8916	27.3305	5.4984	-0.0144	-0.0592	-0.0314
Si	13.6926	30.0064	5.5494	-0.0504	0.011	0.0083
Si	1.3719	1.345	6.9347	-0.0044	-0.0125	0.012
Si	4.0974	4.0502	6.9213	-0.0101	-0.0063	-0.0005
Si	1.3693	6.799	6.9233	0.0429	-0.0512	-0.0163
Si	4.1129	9.5687	6.8932	-0.095	0.0356	-0.0107
Si	1.4251	12.2888	6.8452	0.0118	-0.0604	-0.0232
Si	4.1398	15.038	6.7869	-0.042	0.0005	-0.0164
Si	1.4227	17.7583	6.8115	-0.0207	0.0187	-0.0375
Si	4.1642	20.5146	6.8299	-0.0108	-0.032	-0.0075
Si	1.4389	23.2456	6.8704	-0.0329	-0.0213	-0.0173
Si	4.1777	25.9903	6.8484	-0.0303	-0.0422	-0.0299
Si	1.4073	28.7085	6.9047	-0.0113	-0.0351	-0.0027
Si	4.1567	31.436	6.9187	-0.0171	-0.051	0.0268
Si	6.8562	1.3173	6.8835	0.011	-0.0044	-0.0079
Si	9.591	4.0308	6.9144	0.0791	-0.0365	-0.0167
Si	6.8497	6.7935	6.9444	-0.0159	-0.0041	0.0365
Si	9.5913	9.5355	6.9017	0.0245	-0.0285	0.016
Si	6.853	12.2697	6.8448	0.0314	-0.0165	0.0146
Si	9.5919	14.9987	6.8187	0.0226	-0.0103	0.0108
Si	6.8758	17.7622	6.7717	0.0121	0.0103	-0.0235
Si	9.5571	20.4867	6.7917	-0.0088	0.0587	-0.0202
Si	6.8853	23.2504	6.8049	0.0131	-0.0464	-0.009
Si	9.5555	25.9652	6.8641	-0.0141	0.0362	0.0264
Si	6.8899	28.7129	6.8394	-0.0072	-0.0751	-0.0077
Si	9.5547	31.3943	6.8551	0.0136	0.0014	-0.0209
Si	12.2638	1.3149	6.8983	0.0018	0.0714	-0.0229
Si	14.9964	4.0539	6.9257	0.012	0.0376	-0.0081
Si	12.3141	6.7648	6.903	0.0409	-0.0051	-0.0265
Si	15.0545	9.5289	6.8934	-0.0284	0.0294	-0.0086
Si	12.3266	12.2714	6.8606	-0.0239	-0.0037	0.0027
Si	15.0747	15.0002	6.8597	0.027	-0.0052	0.0327
Si	12.3165	17.7343	6.8591	-0.0043	0.0231	0.0234
Si	15.0855	20.4666	6.8697	0.1157	-0.0846	0.0096
Si	12.2912	23.2194	6.8755	0.0429	0.0093	-0.0031
Si	15.0279	25.959	6.9048	0.012	0.0495	-0.0033
Si	12.2799	28.6697	6.8826	0.0477	0.0047	-0.0014
Si	15.0272	31.4013	6.9245	0.0328	-0.006	-0.0086
Si	16.3889	2.7063	8.2841	0.0413	0.0447	-0.0043
Si	2.7531	32.7814	8.2773	0.0074	0.02	-0.0042
Si	0.0066	8.1746	8.2766	0.0212	0.036	-0.0069
Si	2.7293	5.4243	8.28	-0.0252	0.0053	0.0025
Si	0.0422	13.6411	8.2189	-0.0401	0.0126	-0.0026
Si	2.7525	10.9324	8.251	0.0508	0.0316	0.0147
Si	0.0572	19.1059	8.2155	-0.0541	0.0178	0.0117
Si	2.778	16.3909	8.1833	0.0025	0.0054	0.0024
Si	0.0359	24.5984	8.2306	0.0084	0.012	-0.0003
Si	2.7941	21.865	8.2209	-0.032	-0.0078	0.0051
Si	0.021	30.0572	8.2726	0.0156	0.0343	0.0109
Si	2.7809	27.3252	8.2363	-0.0502	-0.0093	-0.001
Si	5.4821	2.6839	8.261	-0.0212	0.0081	-0.0062
Si	8.2064	32.7563	8.2543	-0.0291	-0.0019	-0.0021
Si	5.4669	8.1849	8.2629	0.0201	-0.0244	-0.0069
Si	8.221	5.412	8.2747	-0.0153	0.0345	0.0018
Si	5.4885	13.6688	8.186	0.0083	0.0056	-0.0076
Si	8.2065	10.9108	8.2375	-0.0057	-0.0018	-0.0052
Si	5.5217	19.1264	8.1752	-0.0155	0.0224	0.016
Si	8.2228	16.3912	8.1672	0.0086	0.0131	-0.0031
Si	5.5236	24.6044	8.2072	-0.0083	0.0388	-0.0015
Si	8.221	21.8661	8.1841	-0.0069	-0.0094	0.012
Si	5.5154	30.0479	8.2492	-0.0496	0.0193	0.0029
Si	8.216	27.3423	8.2373	0.0282	0.0194	0.0205
Si	10.9323	2.6773	8.2932	-0.0375	-0.0076	0.0207
Si	13.646	32.7711	8.268	-0.0007	-0.0119	0.0062
Si	10.9501	8.1559	8.2561	0.0023	0.0229	-0.0071
Si	13.6562	5.4222	8.2993	-0.0265	-0.0228	0.0068
Si	10.9536	13.6497	8.212	0.0101	0.001	-0.0075
Si	13.6802	10.9055	8.2407	-0.0059	-0.032	-0.0009
Si	10.9358	19.1335	8.181	0.0239	-0.0274	-0.0018
Si	13.6969	16.376	8.217	0.0093	0.0054	-0.0026
Si	10.9304	24.6018	8.2303	-0.0096	-0.0336	0
Si	13.6918	21.8493	8.2102	-0.0175	0.0196	-0.0027
Si	10.9266	30.053	8.2439	0.0144	0.01	0.0003
Si	13.6545	27.3237	8.259	-0.011	-0.0387	0.0122
Si	1.3506	4.0742	9.6475	-0.0107	0.0071	0.018
Si	4.1048	1.3455	9.6437	-0.0181	-0.0008	0.0038
Si	1.377	9.5611	9.6152	-0.0216	-0.0133	0.0035
Si	4.0962	6.8111	9.6237	-0.0156	0.0118	0.006
Si	1.4011	15.0345	9.5667	-0.0081	-0.0072	-0.0056
Si	4.1263	12.3133	9.586	-0.0364	-0.022	-0.0008
Si	1.4081	20.4996	9.5753	0.0188	-0.016	0.0073
Si	4.139	17.7709	9.549	0.0021	-0.0147	-0.0078
Si	1.3928	25.9731	9.5995	0.0105	-0.0103	0.0099
Si	4.1442	23.2496	9.5825	-0.0103	-0.011	-0.0065
Si	1.3743	31.4269	9.6403	-0.0055	-0.0232	0.013
Si	4.1256	28.6991	9.6134	0.0091	-0.0115	-0.0068
Si	6.8336	4.06	9.6312	0.0129	-0.0126	0.0029
Si	9.5515	1.3208	9.6413	0.035	0.0106	-0.0035
Si	6.8386	9.5532	9.6136	-0.0069	-0.0034	0.0115
Si	9.5743	6.7998	9.6272	0.0082	-0.02	0.001
Si	6.8533	15.0387	9.5533	-0.0073	-0.0049	0.0011
Si	9.5782	12.291	9.5846	-0.0013	0.0019	0.007
Si	6.8574	20.5073	9.5605	0.0041	0.0004	-0.0044
Si	9.5753	17.7656	9.5516	-0.0001	0.0103	-0.0062
Si	6.8521	25.977	9.6025	-0.0012	-0.011	-0.0022
Si	9.5684	23.2289	9.5826	0.0329	-0.0047	-0.0062
Si	6.8419	31.4167	9.6395	0.0257	-0.0162	-0.0032
Si	9.5686	28.6986	9.6235	0.0052	-0.0273	-0.0128
Si	12.2855	4.058	9.6555	0.0179	0.0076	0.0032
Si	15.0149	1.3356	9.6376	0.0125	-0.0143	-0.0122
Si	12.3088	9.5414	9.61	0.0088	-0.0029	0.0108
Si	15.0301	6.8083	9.6378	0.0026	-0.012	0.0002
Si	12.3173	15.0214	9.5789	0.0122	-0.0038	0.0124
Si	15.0571	12.2851	9.5867	0.0209	-0.018	-0.0026
Si	12.3055	20.4942	9.5643	0.0178	0.002	0.005
Si	15.0638	17.7571	9.5733	0.0212	-0.0083	0.0159
Si	12.2903	25.9604	9.6147	0.0313	0.0153	0.0057
Si	15.0544	23.2295	9.5801	0.0205	-0.0154	-0.0024
Si	12.2804	31.4128	9.6325	0.001	0.0148	-0.0004
Si	15.0334	28.6934	9.6182	0.0122	-0.004	-0.0008
Si	16.3918	32.7844	11.0025	0.0106	0.0134	0.0081
Si	2.7224	2.7074	11.0052	0.0052	0.014	0.0049
Si	16.3865	5.4428	11.0097	0.0175	0.0145	0.0008
Si	2.7282	8.1835	10.9835	0.0051	0.002	-0.0017
Si	0.0027	10.9241	10.9728	-0.0097	0.0004	0.0017
Si	2.7524	13.6727	10.9504	0.0135	0.0147	-0.0019
Si	0.0281	16.3956	10.9393	-0.0222	-0.0042	-0.0003
Si	2.7759	19.1343	10.9348	-0.018	0.0128	-0.0001
Si	0.0287	21.8688	10.9405	-0.024	-0.0022	0.0041
Si	2.7639	24.6078	10.9575	-0.0289	0.0041	0.0051
Si	0.0133	27.3337	10.9726	-0.0119	0.0022	0.0066
Si	2.7465	30.0574	10.9895	-0.0226	0.015	0.0059
Si	5.4652	32.7813	11.0058	-0.027	0.0037	-0.0003
Si	8.1868	2.6952	11.005	-0.0245	0.0006	0.0022
Si	5.4586	5.4365	10.9859	0.0047	0.019	-0.0021
Si	8.1965	8.1749	10.976	-0.0061	0.0057	0.0006
Si	5.471	10.9332	10.9628	0.0223	0.0143	-0.0017
Si	8.2087	13.6709	10.9363	0.0141	-0.0011	-0.0094
Si	5.4915	16.4064	10.9293	-0.0079	0.0064	-0.0042
Si	8.2211	19.1419	10.9286	0.0013	0.0062	0.0014
Si	5.5016	21.8761	10.9452	-0.0165	-0.0056	-0.0014
Si	8.2167	24.6054	10.9621	-0.0078	0.0051	-0.0012
Si	5.4822	27.3342	10.9825	-0.0316	-0.0106	0.0034
Si	8.2046	30.0575	11.0042	-0.0081	0.0203	0.0056
Si	10.9193	32.7751	11.0112	-0.0124	0.0009	0.0031
Si	13.6532	2.6984	11.0158	-0.0031	0.0277	0.0004
Si	10.9197	5.4345	11.0088	-0.0014	0.0072	0.0058
Si	13.6596	8.1792	10.9936	0.0055	0.0167	-0.0027
Si	10.934	10.9183	10.9596	-0.0018	-0.0133	-0.0057
Si	13.6842	13.6566	10.9459	-0.0032	0.0031	-0.0043
Si	10.945	16.4055	10.9271	0.011	0.0034	-0.0049
Si	13.6851	19.1347	10.9278	-0.0074	-0.0035	-0.0005
Si	10.9488	21.8706	10.9404	0.0063	0.0096	0.0055
Si	13.6835	24.5989	10.9548	-0.0154	0.0003	0.0091
Si	10.9353	27.3346	10.9867	0.0004	0.0032	0.0094
Si	13.6626	30.057	10.9917	0.0112	0.0049	0.0006
Si	1.3453	1.3508	12.3745	-0.0069	-0.0074	0.0024
Si	4.084	4.0831	12.3638	-0.0179	-0.0015	-0.0007
Si	1.3543	6.8219	12.3557	-0.0186	0.001	0.0076
Si	4.0975	9.5639	12.3303	-0.0137	-0.0116	0.0046
Si	1.3748	12.306	12.3172	-0.0133	-0.011	-0.003
Si	4.1195	15.0481	12.3052	-0.0167	-0.0124	-0.0026
Si	1.3925	17.7762	12.2979	0.0078	-0.0034	-0.0033
Si	4.127	20.5153	12.3074	0.0059	0.0033	-0.0011
Si	1.3824	23.2484	12.3156	0.0215	-0.008	-0.0015
Si	4.1061	25.9796	12.3456	0.0075	-0.0006	-0.0004
Si	1.3646	28.7051	12.3543	0.0136	-0.0021	-0.0005
Si	4.088	31.429	12.3726	0.0075	-0.0109	-0.0036
Si	6.813	1.3482	12.3801	0.014	0.0018	-0.0012
Si	9.541	4.0734	12.3697	0.0053	0.0044	0.0015
Si	6.8213	6.8124	12.344	-0.0018	-0.0114	0.0043
Si	9.5613	9.5529	12.3294	-0.0026	-0.0031	0.0018
Si	6.8425	12.3066	12.3127	-0.0126	-0.0074	0.004
Si	9.5753	15.0446	12.2977	-0.0016	0.0012	0.0015
Si	6.8501	17.7833	12.2972	-0.0005	-0.0016	-0.0066
Si	9.5775	20.5133	12.3072	0.0148	-0.0137	-0.0033
Si	6.8486	23.2478	12.3297	0.0074	0.0031	-0.0028
Si	9.5647	25.975	12.3467	0.0175	-0.0062	-0.0054
Si	6.8266	28.7049	12.3662	0.0189	-0.0108	-0.008
Si	9.5494	31.4266	12.3839	0.0213	-0.0095	-0.0012
Si	12.2749	1.3432	12.3802	0.0139	-0.0085	0.0002
Si	15.0111	4.0787	12.3746	0.0013	-0.0118	0.0015
Si	12.2831	6.8147	12.3608	0.0033	-0.0118	0.0042
Si	15.0288	9.5603	12.3405	0.0086	-0.0083	0.0073
Si	12.3061	12.2953	12.3117	0.0149	-0.0011	0.0007
Si	15.0497	15.0358	12.3038	0.0152	-0.0046	0.0067
Si	12.3086	17.7785	12.2953	0.0186	-0.0058	0.0025
Si	15.0465	20.5113	12.2984	0.0089	0.0048	-0.002
Si	12.306	23.2437	12.3162	0.021	-0.0122	-0.0028
Si	15.0375	25.9746	12.3328	0.0239	-0.0053	-0.0043
Si	12.292	28.7026	12.3626	0.0136	-0.0151	-0.0039
Si	15.0169	31.4266	12.3696	-0.0041	-0.0078	-0.0005
Si	16.3719	2.7127	13.7432	0.007	0.0274	0.0034
Si	2.7117	32.792	13.742	-0.0105	0.0035	0.0082
Si	16.3831	8.1905	13.7124	0.006	0.0002	-0.0063
Si	2.7093	5.4487	13.7252	0.0128	0.0197	-0.0029
Si	0.0047	13.6719	13.6808	-0.0002	0.0004	-0.0047
Si	2.7279	10.9341	13.6896	-0.006	0.0131	-0.0098
Si	0.0186	19.1481	13.6576	-0.0097	-0.0061	-0.0067
Si	2.7541	16.4157	13.6727	-0.0024	0.0018	-0.0013
Si	0.0142	24.618	13.6919	-0.0267	0.0019	0.0053
Si	2.7585	21.8871	13.6739	-0.0242	-0.0102	-0.0039
Si	16.3924	30.0663	13.7317	-0.0024	0.0054	0.0078
Si	2.7364	27.3469	13.7203	-0.0274	-0.0056	0.0032
Si	5.4396	2.7182	13.7412	-0.0112	0.0071	0.0061
Si	8.1731	32.7905	13.7502	-0.0078	0.014	0.0061
Si	5.4493	8.1847	13.6993	0.0107	0.0149	-0.0028
Si	8.1676	5.4439	13.7273	-0.0041	0.0063	0.0031
Si	5.4772	13.6777	13.6738	0.0036	0.0013	-0.0068
Si	8.193	10.9279	13.6824	0.0108	0.0043	-0.0019
Si	5.496	19.1554	13.675	-0.012	-0.0019	-0.0015
Si	8.2144	16.4197	13.6639	-0.0054	0.0074	-0.0067
Si	5.4837	24.6194	13.7026	-0.0245	-0.0072	-0.0007
Si	8.2236	21.8858	13.6897	-0.0045	0.0004	0.0024
Si	5.4541	30.0693	13.7395	-0.0213	0.0173	0.006
Si	8.2013	27.3443	13.7221	-0.0239	-0.0071	0.0024
Si	10.8965	2.7078	13.743	0.0065	0.023	-0.0021
Si	13.6429	32.7869	13.7451	0.0009	0.0113	-0.0001
Si	10.9057	8.1835	13.7144	0.0066	0.0168	0.0008
Si	13.6334	5.4433	13.7348	0.0097	0.0121	0.0012
Si	10.9373	13.673	13.6639	0.0074	-0.0089	-0.0095
Si	13.6546	10.9295	13.6959	0.0025	0.0023	-0.0029
Si	10.9485	19.1521	13.6694	-0.0006	0.0058	0.0024
Si	13.676	16.4112	13.6582	-0.0091	0.0026	-0.0093
Si	10.9452	24.6124	13.6975	0.001	0.0107	0.0057
Si	13.6833	21.8848	13.6723	-0.0136	0.0017	0.0045
Si	10.9237	30.067	13.7401	-0.0185	0.01	0.0046
Si	13.6698	27.3378	13.715	-0.0014	0.0116	0.0103
Si	1.3326	4.0905	15.0983	-0.0155	-0.0188	-0.0037
Si	4.065	1.3619	15.1136	0.0036	0.0038	-0.0057
Si	1.3524	9.5699	15.0582	-0.013	-0.0023	0.0076
Si	4.0779	6.8241	15.0767	-0.0276	-0.0176	0.0062
Si	1.3767	15.0497	15.0332	-0.006	-0.0059	-0.0003
Si	4.1042	12.3092	15.036	-0.0144	-0.004	-0.0008
Si	1.3793	20.5244	15.0238	0.0148	0.0072	-0.0054
Si	4.1218	17.7916	15.0331	-0.0008	0.0024	-0.0032
Si	1.3606	25.9901	15.0813	0.0353	0.0092	-0.0101
Si	4.1112	23.2569	15.0577	0.0119	0.0057	-0.0008
Si	1.3369	31.4385	15.1163	0.0018	-0.0047	0.0005
Si	4.0818	28.7166	15.1097	0.0107	-0.0021	-0.0057
Si	6.7954	4.092	15.1099	0.0107	0.0064	0.005
Si	9.521	1.3593	15.1229	0.0031	-0.0152	0.0033
Si	6.8188	9.5603	15.0488	-0.0157	-0.0108	0.0061
Si	9.528	6.8196	15.0862	-0.0045	-0.0138	0.001
Si	6.8458	15.0548	15.0269	-0.0058	-0.0067	-0.0006
Si	9.5661	12.3058	15.0276	0.0079	0.0108	0
Si	6.8554	20.5241	15.055	0.0007	-0.0003	-0.0039
Si	9.5741	17.7928	15.0338	-0.0036	-0.0171	0.0021
Si	6.8296	25.9927	15.0876	0.0294	0.0073	-0.0011
Si	9.5764	23.2603	15.0693	0.0121	-0.0068	-0.0043
Si	6.798	31.4404	15.122	0.0059	-0.0202	-0.0048
Si	9.5472	28.7155	15.1041	0.0324	-0.0021	-0.0043
Si	12.2506	4.0846	15.1053	-0.0112	-0.018	0.0075
Si	14.9939	1.3565	15.1162	-0.0084	-0.0138	-0.004
Si	12.2726	9.5667	15.061	0.0021	-0.0154	0.0003
Si	15.0027	6.8272	15.0769	0.0073	0.0057	0.0035
Si	12.3005	15.0505	15.0232	0.0261	0.002	-0.0001
Si	15.0265	12.3092	15.0455	0.0046	-0.0049	0.0085
Si	12.3065	20.5318	15.0366	0.0253	-0.0021	-0.0017
Si	15.0416	17.7877	15.0164	0.0166	-0.0025	-0.0062
Si	12.2941	25.983	15.0804	-0.0074	-0.0263	-0.0071
Si	15.0363	23.2606	15.0484	0.0253	-0.0052	-0.0063
Si	12.2666	31.4399	15.1213	0.0289	-0.0074	0.0006
Si	15.0168	28.7099	15.0996	-0.0002	-0.0201	-0.0054

Results
total energy: -236497.043 eV
total energy less fixed offsets of O -438.35, Si -107.03 eV per atom: 10.657 eV
